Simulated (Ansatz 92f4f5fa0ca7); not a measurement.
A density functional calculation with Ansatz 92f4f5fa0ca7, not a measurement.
Periodic cell of 272 atoms, Si166O101H5, from a study of silicon, its oxide and their interface. The atomic structure is a simulated model.
Doubt: the cutoff is far below the 930 eV that the study's wrapper takes by default for these files, so forces and energies are approximate.
This geometry differs little from another in the collection (a relaxation step or a small displacement).

Settings
functional: PBE
potential files: Ansatz PAW
basis: plane waves
wave-function cutoff: 580 eV
density cutoff ratio: 5
exchange-correlation grid ratio: 1
k mesh: 1 x 1 x 1, Gamma-centred
self-consistency stop: 5e-08 eV per atom in the density residual
occupations: fixed
spin: none
net charge: +1 e, with a uniform compensating background and no finite-size correction

Cell vectors (angstrom)
a	11.6015	0	0
b	0	13.3963	0
c	0	0	30.9504

Atoms: element, x, y, z (angstrom)
Si	11.7861	-0.0863	24.4674
Si	3.9412	-0.0699	24.2728
Si	7.7811	-0.0339	24.5173
Si	1.8137	3.367	24.2556
Si	5.8891	3.2601	24.2411
Si	9.8292	3.1992	24.4087
Si	11.6419	6.7083	24.0048
Si	3.9581	6.6262	24.2666
Si	7.7985	6.6223	24.2114
Si	2.1688	9.8681	24.065
Si	5.8843	10.013	24.1471
Si	9.8514	10.0556	24.1111
Si	11.7064	2.1345	25.3062
Si	3.8528	2.2137	24.8825
Si	7.8042	2.2149	25.153
Si	1.9515	5.6026	24.964
Si	5.8773	5.499	25.011
Si	9.7654	5.5249	24.9253
Si	11.7424	8.8953	24.8971
Si	4.0246	8.8441	25.0475
Si	7.869	8.9079	24.8666
Si	2.0881	12.0925	25.0434
Si	5.8448	12.1977	25.1157
Si	9.7701	12.2252	25.0536
Si	11.6566	2.1888	27.5963
Si	3.876	2.2244	27.3051
Si	7.7737	2.2297	27.4829
Si	1.9501	5.5814	27.3568
Si	5.8379	5.5367	27.3802
Si	9.7231	5.5667	27.332
Si	11.6746	8.9008	27.3145
Si	3.938	8.8881	27.4073
Si	7.7964	8.913	27.2972
Si	2.0125	12.1881	27.4107
Si	5.8334	12.2377	27.4569
Si	9.7273	12.2291	27.4184
Si	2.0084	1.0524	28.1974
Si	5.8049	1.1099	28.1758
Si	9.6876	1.0659	28.2226
Si	11.6344	4.4691	28.1989
Si	3.8788	4.4419	28.1598
Si	7.7845	4.4714	28.1929
Si	1.9787	7.7976	28.1792
Si	5.8716	7.7762	28.1657
Si	9.7264	7.8024	28.1416
Si	11.658	11.1138	28.1848
Si	3.9233	11.104	28.2252
Si	7.7843	11.1193	28.1854
Si	1.9336	1.1164	30.5554
Si	5.8008	1.1164	30.5554
Si	9.6679	1.1164	30.5554
Si	0	4.4654	30.5554
Si	3.8672	4.4654	30.5554
Si	7.7343	4.4654	30.5554
Si	1.9336	7.8145	30.5554
Si	5.8008	7.8145	30.5554
Si	9.6679	7.8145	30.5554
Si	0	11.1635	30.5554
Si	3.8672	11.1635	30.5554
Si	7.7343	11.1635	30.5554
Si	0	0	0.3944
Si	3.8672	0	0.3944
Si	7.7343	0	0.3944
Si	1.9336	3.3491	0.3944
Si	5.8008	3.3491	0.3944
Si	9.6679	3.3491	0.3944
Si	0	6.6981	0.3944
Si	3.8672	6.6981	0.3944
Si	7.7343	6.6981	0.3944
Si	1.9336	10.0472	0.3944
Si	5.8008	10.0472	0.3944
Si	9.6679	10.0472	0.3944
Si	11.5369	0.0741	2.7704
Si	3.8572	0.0508	2.7257
Si	7.6674	0.0573	2.7825
Si	1.8616	3.3624	2.8114
Si	5.7578	3.3788	2.7668
Si	9.6056	3.3594	2.7832
Si	11.612	6.7279	2.7678
Si	3.8148	6.7273	2.7661
Si	7.7452	6.7435	2.7378
Si	1.9104	10.1001	2.7505
Si	5.7926	10.0663	2.7369
Si	9.6352	10.1151	2.7752
Si	11.5043	2.2814	3.6817
Si	3.8148	2.2683	3.5656
Si	7.6587	2.2856	3.6685
Si	1.9063	5.5981	3.6652
Si	5.7822	5.6405	3.4426
Si	9.6784	5.6089	3.4986
Si	11.5834	8.9744	3.5302
Si	3.8438	8.9771	3.4986
Si	7.714	8.9604	3.5438
Si	1.904	12.3695	3.4282
Si	5.7391	12.2858	3.5301
Si	9.5976	12.3633	3.5877
Si	11.3603	2.296	6.1278
Si	3.7374	2.2645	5.9407
Si	7.5277	2.3429	6.1099
Si	1.8831	5.5185	6.1709
Si	5.7373	5.6915	5.7615
Si	9.6776	5.6522	5.8369
Si	11.4687	9.0401	5.917
Si	3.7943	9.0138	5.8854
Si	7.6475	8.9599	5.8966
Si	1.8332	12.4495	5.7366
Si	5.6415	12.2323	5.8799
Si	9.4786	12.3934	5.9746
Si	1.756	1.228	6.7273
Si	5.5908	1.0216	6.7304
Si	9.3699	1.1836	6.9896
Si	11.4384	4.5336	6.9592
Si	3.9912	4.481	6.7339
Si	7.6848	4.7138	6.6297
Si	1.828	7.8448	6.2603
Si	5.7127	7.8584	6.677
Si	9.5782	7.8565	6.6635
Si	11.5253	11.3568	6.4873
Si	3.5995	11.2399	6.6806
Si	7.5853	11.1653	6.6649
H	7.5283	11.1149	8.1598
H	9.6244	7.8657	8.1605
O	11.235	4.6725	8.6307
O	9.0597	1.2136	8.663
O	3.2333	11.2222	8.3044
O	5.3644	0.6234	8.3298
O	4.5136	4.4161	8.311
O	0.2636	11.6057	8.0809
O	5.7746	7.8091	8.3401
O	7.809	5.3757	8.1567
O	1.8253	1.2654	8.3902
H	7.7518	6.5763	22.7113
H	3.9728	-0.1796	22.7803
H	3.9693	6.6553	22.7658
O	2.5093	9.6204	22.4388
O	0.5039	-0.0954	22.8396
O	10.1731	2.8934	22.7976
O	11.609	6.7858	22.3224
O	6.0562	3.2167	22.5948
O	5.6838	10.0966	22.4843
O	1.2341	3.5215	22.6752
O	10.1093	10.1896	22.4545
O	7.5624	0.0285	22.8836
Si	0.9546	4.4009	14.9322
Si	6.2123	8.0381	12.5923
Si	11.4901	7.428	20.7997
Si	2.4106	9.2985	20.8211
Si	9.3138	1.2204	17.6723
Si	11.3122	4.7451	19.2793
Si	3.0568	2.3872	14.2358
Si	4.4671	0.8054	19.4568
Si	8.6892	4.135	17.6536
Si	8.7414	11.9999	19.2901
Si	4.7413	7.9241	16.6037
Si	8.7785	0.1445	9.9077
Si	4.8262	4.855	9.8598
Si	-0.1192	3.1125	21.8301
Si	8.263	0.3582	21.4732
Si	10.7593	10.1556	11.7996
Si	6.263	2.601	21.1078
Si	4.4327	9.9454	14.2136
Si	4.1417	3.0408	17.1227
Si	6.0487	11.6404	18.5694
Si	10.2977	4.9168	12.8247
Si	1.0828	1.3377	9.8464
Si	9.5102	9.7257	20.9937
Si	6.044	4.7763	18.7679
Si	6.3116	9.702	21.0238
Si	7.9521	5.1832	9.7644
Si	5.6077	5.951	14.6581
Si	10.676	3.8443	9.9575
Si	7.6816	0.6743	15.0235
Si	5.0018	12.4027	15.8792
Si	9.6904	12.9914	12.8166
Si	2.0136	12.2311	19.6092
Si	4.9024	7.6892	19.5034
Si	4.9828	7.8755	9.7686
Si	2.0348	13.2606	16.7677
Si	9.0293	7.4576	11.8042
Si	3.7853	2.2126	11.3169
Si	1.0019	13.2733	14.0565
Si	1.9777	10.7025	12.4855
Si	11.2196	11.9827	9.5045
Si	5.5746	0.0081	9.8274
Si	3.0577	5.5772	16.2256
Si	11.499	0.2524	21.3779
Si	0.5767	2.5642	17.399
Si	3.7236	10.82	9.8141
Si	7.9939	3.7907	14.6041
O	7.7956	12.5215	20.5252
O	6.2384	0.0305	15.4938
O	1.7294	12.1899	13.091
O	6.0031	8.1493	20.61
O	0.4245	13.2587	10.151
O	5.9268	7.0423	15.8604
O	7.5486	5.1447	18.256
O	4.1207	1.9056	18.2949
O	11.3496	10.6365	10.3655
O	5.334	11.3747	17.1218
O	5.0376	1.5701	20.7799
O	3.1572	13.358	19.9481
O	7.6446	11.4162	18.2362
O	3.4547	6.9634	16.9626
O	4.256	6.4074	10.0171
O	9.8802	11.3757	12.4893
O	9.8802	0.1944	21.5227
O	9.4226	13.3476	18.693
O	1.7937	12.2252	17.9981
O	6.019	8.113	10.9822
O	2.5776	10.9519	10.9663
O	5.6175	13.1908	18.8962
O	10.8457	1.6882	17.5969
O	4.7498	11.4995	14.5489
O	0.7779	3.6749	18.6094
O	5.4684	6.7308	13.2237
O	10.0677	4.7618	18.2392
O	0.5612	9.8621	12.6044
O	5.6677	9.3864	13.3088
O	11.7356	6.3023	19.6195
O	1.7545	1.4275	17.243
O	3.0549	9.8487	13.3529
O	1.9523	1.191	14.1322
O	9.9746	6.4946	12.6794
O	7.1828	-0.1096	10.0907
O	8.9822	4.0553	13.3078
O	7.7078	1.8175	20.9846
O	4.0392	9.2055	9.7449
O	0.9704	8.6106	20.5758
O	9.6029	12.232	9.3638
O	5.1998	8.4583	18.0714
O	9.018	3.9305	9.9491
O	7.9107	9.7069	21.1792
O	9.8731	8.8221	11.4806
O	11.0288	4.4268	11.4369
O	-0.1758	2.3909	9.8579
O	6.7158	4.791	14.4921
O	5.6805	10.6785	19.8544
O	3.4872	8.2205	20.1781
O	8.7104	0.645	16.2843
O	9.3723	0.4395	11.4186
O	4.0116	2.2541	12.9289
O	6.4286	4.8118	10.2661
O	6.1849	3.849	20.088
O	7.8151	7.9165	12.7834
O	8.5138	6.5611	10.493
O	8.4117	-0.1835	13.8205
O	0.9732	12.7676	15.6156
O	3.0086	4.2378	17.1909
O	4.0621	3.7356	10.7631
O	10.0541	8.2241	20.6235
O	9.799	10.8517	19.8132
O	11.0828	0.1656	13.4957
O	4.2611	9.0972	15.5925
O	1.5467	5.741	15.6551
O	11.3738	4.8625	13.9903
O	4.8626	1.101	10.7989
O	8.4641	2.5609	18.1369
O	5.1255	6.0753	19.2105
O	2.4918	10.7404	20.06
O	4.0049	2.4223	15.5949
O	0.2684	1.7797	20.9721
O	3.5948	13.1605	16.2538
O	8.7546	4.1309	16.015
O	5.493	3.9175	17.4692
O	2.1643	3.7366	14.0729
O	0.3739	3.325	15.9862
O	0.5987	12.6314	20.3275
O	7.4789	2.236	14.5552
O	4.9546	11.8932	10.0876
O	2.2453	1.7575	10.919
O	4.1537	5.3201	15.026
O	10.9553	4.2094	20.7721

Results
free energy: -163050.523 eV
free energy less fixed offsets of H -15.97, O -568.88, Si -635.61 eV per atom: -2.533 eV

Forces (eV/angstrom), in the order of the atoms: element, x, y, z
Si	-0.0041	0.001	0.0006
Si	0.0009	-0.0018	-0.0002
Si	-0.0039	0	0.0024
Si	-0.003	-0.001	0.002
Si	-0.0018	-0.0016	0.0012
Si	-0.005	0.0006	0.0006
Si	-0.002	-0.0007	0.0008
Si	-0.0007	-0.0013	0.0005
Si	0.0003	-0.0012	0.0003
Si	-0.0007	-0.0007	0.001
Si	-0.0005	-0.0018	0.001
Si	-0.0023	-0.0008	0.0016
Si	0.0027	-0.0006	0.0018
Si	0.0014	0.0002	0.0007
Si	0.0025	-0.0002	0.0018
Si	0.0027	-0.0005	0.0013
Si	-0.0001	0.0003	0.0009
Si	-0.0002	0.0006	0.0002
Si	0.0015	-0.0014	0.0005
Si	0.0006	-0.0002	0.0004
Si	0.0008	-0.0003	0.0009
Si	0.0011	0	0.0011
Si	0.0003	0.0011	-0.0008
Si	0.0034	-0.001	0.0005
Si	-0.0019	-0.0004	-0.001
Si	-0.0015	-0.0005	-0.0005
Si	-0.0008	0.0002	-0.0015
Si	-0.0018	-0.0003	-0.0011
Si	-0.0009	0.0002	-0.0006
Si	-0.0015	0.0007	-0.0009
Si	-0.0014	0.0002	-0.0003
Si	-0.0017	0.0007	-0.0004
Si	-0.0013	0.0011	0.0003
Si	-0.0031	0.0014	0.0009
Si	-0.0044	0.0015	-0.0005
Si	-0.0027	0.0016	-0.0007
Si	0.0018	-0.0005	-0.0003
Si	0.0012	-0.0018	0.0005
Si	0.0008	-0.0015	0.0011
Si	0.0022	-0.0001	0.0011
Si	0.0009	-0.0005	0.0007
Si	0.0009	-0.0006	0.0009
Si	0.001	-0.0002	0.0005
Si	0.0008	0	0
Si	0.0011	-0.0003	-0.0006
Si	0.002	-0.0024	-0.0004
Si	0.0037	-0.0015	0.0005
Si	0.0039	-0.0029	0.0001
Si	0.2709	-0.1907	0.1326
Si	-0.0885	-0.0169	-0.1643
Si	-0.0044	-0.1438	0.2184
Si	0.0493	0.1338	0.1432
Si	0.0043	-0.0388	-0.1144
Si	0.1247	0.1021	0.0602
Si	0.0058	-0.0268	-0.1367
Si	0.1924	-0.0049	-0.1143
Si	0.0462	-0.0127	-0.2438
Si	0.0616	-0.1657	0.0258
Si	0.0538	-0.1151	0.2976
Si	0.0223	-0.1339	0.0488
Si	-0.2003	0.2312	0.0162
Si	0.0293	0.1635	-0.1816
Si	-0.0776	0.1869	0.1148
Si	-0.1812	0.1057	0.2189
Si	-0.0224	-0.0824	-0.012
Si	-0.1201	-0.0662	0.1116
Si	0.1523	0.0124	0.0149
Si	-0.2345	0.0232	-0.0881
Si	0.0193	0.0458	-0.1536
Si	-0.026	0.0142	-0.0847
Si	-0.0617	0.0121	-0.2149
Si	0.0278	0.1156	0.0973
Si	0.0016	-0.0018	0
Si	-0.0009	-0.0012	0.0011
Si	-0.0007	0.0005	0.0021
Si	-0.0003	-0.0048	0.0024
Si	-0.0014	-0.0016	0.0002
Si	0.0019	-0.0003	-0.0009
Si	-0.0016	0.0002	-0.003
Si	0.002	0.0002	-0.0006
Si	0.0004	0.0019	0.0024
Si	0.0005	-0.0009	0.0033
Si	0.001	0.0007	0.0026
Si	0.0004	0.0014	0.002
Si	-0.003	0.0029	-0.0021
Si	0.0034	0.001	-0.0024
Si	0.0013	-0.0021	-0.0016
Si	-0.0006	0.0061	0.0047
Si	-0.003	0.0012	-0.0062
Si	0.0012	-0.0011	-0.0045
Si	0.0049	-0.0024	-0.0019
Si	0.0016	-0.001	-0.0031
Si	0.001	-0.0035	-0.0005
Si	-0.0018	-0.0017	-0.0043
Si	-0.0027	-0.001	-0.0022
Si	0.0023	-0.0026	-0.0017
Si	0.0064	-0.0088	-0.0052
Si	-0.0039	-0.0025	-0.0038
Si	-0.0007	0.0022	-0.0031
Si	0.0011	-0.007	0.0006
Si	0.0011	-0.0026	-0.0055
Si	-0.0001	0.0044	-0.0043
Si	-0.0087	0.0058	0.0009
Si	-0.0205	-0.002	0.0036
Si	0.0017	-0.0042	-0.0019
Si	-0.0019	0.005	-0.0028
Si	0.0082	0.0049	-0.0043
Si	-0.0085	0.0012	-0.0072
Si	-0.002	0.0019	0.0026
Si	-0.0004	-0.0001	0.0023
Si	-0.004	0.0013	0.0083
Si	0.0008	0.0013	0.0038
Si	-0.0113	-0.0011	0.0053
Si	0.001	-0.0088	0.01
Si	0.0144	0.0021	-0.0016
Si	0.0096	0.0091	0.001
Si	-0.0089	0.0031	0.0054
Si	0.0057	-0.0115	0.0004
Si	-0.0008	-0.0087	0.0035
Si	-0.0023	-0.0024	0.0067
H	0.0003	0.0005	-0.0001
H	0.0011	-0.0006	-0.0038
O	-0.0003	-0.0022	-0.0028
O	-0.0004	0.0007	-0.0006
O	0.0014	-0.0012	0.0026
O	-0.0004	-0.0013	0.0017
O	0.0049	0.0011	0.0041
O	-0.0004	0.0038	0.0035
O	-0.003	-0.0011	0.0053
O	0.0011	0.0029	0.0029
O	0.0012	-0.0018	0.0051
H	-0.0001	-0.0001	-0.0002
H	-0.0004	0.0001	0.0001
H	0	0.0001	-0.0001
O	0.0001	-0.0015	-0.0036
O	-0.0002	0	-0.0039
O	0.0024	-0.0008	-0.0021
O	0.0001	0.0007	-0.0029
O	0.0007	-0.0015	-0.0043
O	-0.0001	-0.0002	-0.0032
O	-0.0006	-0.0004	-0.0029
O	0	-0.0006	-0.0029
O	0.001	0.0001	-0.0049
Si	-0.0003	-0.0011	0.0019
Si	0.0004	-0.0011	0.0013
Si	-0.0001	-0.0007	0.0025
Si	0.0003	-0.0007	0.0025
Si	-0.0002	-0.0012	0.0008
Si	-0.0002	-0.0003	0.0024
Si	0.0002	-0.0015	0.0024
Si	0.0002	-0.0006	0.0013
Si	-0.0001	-0.0004	0.0007
Si	-0.0006	-0.0009	0.001
Si	-0.0002	-0.0003	0.0017
Si	0	-0.0019	-0.0016
Si	-0.0004	-0.0013	0.0006
Si	-0.0001	-0.0011	0.0032
Si	-0.0001	-0.0007	0.0022
Si	0.0001	-0.0006	0.0007
Si	0.0002	-0.0004	0.003
Si	-0.0001	-0.0007	0.0026
Si	0	-0.0018	0.0017
Si	-0.0004	-0.0012	0.0012
Si	0.0003	-0.0008	0.0026
Si	0.0025	-0.0021	-0.0015
Si	-0.0002	-0.0006	0.0021
Si	-0.0004	-0.0013	0.0012
Si	-0.0003	-0.0003	0.0028
Si	-0.0022	-0.0013	-0.0021
Si	0.0002	-0.0007	0.0017
Si	-0.0012	-0.0021	0.0017
Si	0.0002	-0.0013	0.0027
Si	-0.0004	-0.0014	0.0024
Si	-0.0008	-0.0003	0.0024
Si	-0.0008	-0.0009	0.0013
Si	-0.0003	0	0.0016
Si	0.0018	-0.001	-0.0008
Si	-0.0002	-0.0005	0.0013
Si	-0.0017	-0.0011	0.0011
Si	-0.0018	0.0001	0.0009
Si	-0.0001	-0.0009	0.0024
Si	-0.0008	-0.0004	0.0019
Si	-0.002	-0.002	0.0005
Si	-0.0015	-0.0013	0.0004
Si	-0.0002	-0.0012	0.0017
Si	-0.0002	-0.0001	0.0035
Si	-0.0004	-0.0007	0.0009
Si	0.0009	0.0004	0.001
Si	-0.0004	-0.0004	0.0031
O	0.0004	-0.0017	-0.0008
O	-0.0003	-0.0006	-0.0008
O	-0.0005	-0.0003	-0.0012
O	-0.0011	-0.0013	-0.0005
O	0	-0.0006	-0.0014
O	-0.0001	-0.0008	-0.0006
O	0.0004	-0.0005	-0.0001
O	-0.0002	0.0006	-0.001
O	-0.0007	-0.0013	0.0005
O	-0.0004	-0.0006	-0.0011
O	-0.0008	-0.0012	-0.0004
O	0.0001	-0.0008	0.0005
O	-0.0002	-0.0012	-0.0004
O	0	-0.0011	-0.0001
O	-0.0001	-0.0006	-0.0013
O	-0.0006	-0.0006	-0.001
O	-0.0001	-0.0004	0.0005
O	0.0003	-0.0002	0
O	-0.0006	-0.0003	-0.0016
O	0.0002	-0.0012	0.0008
O	0	-0.0005	-0.0003
O	-0.0001	-0.0013	0.0005
O	-0.0002	-0.0003	0
O	-0.0004	-0.0009	-0.0012
O	0.0003	-0.0011	-0.0006
O	-0.0004	-0.0016	-0.0008
O	-0.0013	-0.0009	-0.0004
O	0.0001	-0.0016	-0.0009
O	-0.0011	-0.0003	-0.0011
O	-0.0002	-0.0021	-0.0005
O	-0.0001	-0.0011	-0.0002
O	0	-0.0012	-0.0008
O	-0.0005	-0.0004	-0.0018
O	0.0006	-0.0019	-0.0003
O	-0.0007	0.0001	-0.0007
O	-0.0005	-0.0013	-0.0015
O	0	-0.0009	0.0003
O	-0.0014	0	-0.001
O	-0.0006	-0.0007	0.0003
O	-0.0007	-0.0011	-0.001
O	-0.0001	-0.0008	-0.0013
O	0.0007	-0.0015	-0.0008
O	0.0006	-0.0005	0.0003
O	-0.0001	-0.0002	-0.0006
O	-0.0002	0.0004	-0.0002
O	-0.0016	-0.0005	0.0007
O	0	-0.0008	-0.0011
O	-0.0002	0.0005	-0.0014
O	0.0012	-0.0015	-0.0003
O	-0.0006	-0.0006	-0.0006
O	0.0007	0.0003	-0.0002
O	-0.0005	-0.0009	0.0005
O	0.0004	0.0004	-0.0017
O	-0.0005	0.0011	-0.0013
O	-0.001	-0.0003	-0.0011
O	0.0002	0.0002	0.0001
O	-0.0009	-0.0009	-0.001
O	-0.0006	-0.0014	-0.0007
O	-0.0002	-0.0003	-0.0002
O	-0.0005	-0.0024	-0.0016
O	-0.0001	-0.0008	0.0002
O	-0.0002	0.0004	-0.0008
O	0.0005	-0.0012	-0.0014
O	-0.0002	-0.0014	-0.0008
O	-0.0003	-0.0004	-0.0009
O	0.0003	0.0001	-0.0014
O	-0.0005	-0.0009	-0.0014
O	0.0001	-0.0007	0.0007
O	-0.0001	-0.0019	0.0004
O	-0.0002	0.0008	0
O	-0.0001	-0.0007	-0.0009
O	-0.0006	-0.0011	-0.0012
O	-0.0005	-0.0009	-0.0004
O	-0.0002	-0.0007	-0.0012
O	-0.0008	-0.0007	-0.0008
O	-0.0006	-0.0011	-0.0013
O	-0.0002	-0.0003	-0.0011
O	0.0013	-0.0015	-0.0008
O	-0.0004	-0.0007	-0.001
O	-0.001	-0.0016	-0.0016
O	0.0005	-0.0003	-0.0007
O	-0.0001	-0.0009	-0.001
O	0.0002	0.0007	-0.0019

The program warned: the cutoff lies below the one the program advises for these potential files; the forces do not sum to zero within the program's tolerance; the exchange-correlation potential is rough where the density is thin.
